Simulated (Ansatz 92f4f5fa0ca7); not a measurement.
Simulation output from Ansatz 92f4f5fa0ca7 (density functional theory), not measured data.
Periodic cell of 237 atoms, Si145O90As2, from a study of silicon, its oxide and their interface. The atomic structure is a simulated model.

Settings: functional PBE; potential files Ansatz PAW; basis plane waves; wave-function cutoff 700 eV; density cutoff ratio 5; exchange-correlation grid ratio 1; k mesh 2 x 2 x 1, shifted by 0.5 0.5 0.5 of a step; self-consistency stop 5e-08 eV per atom in the density residual; occupations fixed; spin none; net charge 0.

Cell vectors (angstrom)
a  11.6015  0  0
b  0  10.938  0
c  0  0  32.0622

Atoms: element, x, y, z (angstrom)
Si  -0.1792  -0.0597  23.2642
Si  3.6818  0.2248  23.0848
Si  7.5656  -0.1234  23.431
Si  1.6963  1.3895  23.407
Si  5.749  1.4198  23.1809
Si  9.4597  1.2371  23.3503
Si  0.1857  5.3431  23.4324
Si  4.1364  5.3071  23.3801
Si  8.0522  5.6139  23.5436
Si  2.1842  6.6145  23.3702
Si  5.9868  6.7729  23.4635
Si  10.0199  6.8816  23.5956
Si  1.9139  2.6774  25.374
Si  5.84  2.6617  25.2505
Si  9.6478  2.6926  25.2547
Si  11.6115  4.0241  25.3611
Si  3.9041  3.9837  25.3114
Si  7.7551  4.0919  25.3335
Si  1.9887  8.164  25.2011
Si  5.7862  8.1769  25.3477
Si  9.7244  8.2759  25.4284
Si  11.6523  9.5726  25.2609
Si  3.8784  9.6026  25.0613
Si  7.7018  9.5301  25.394
Si  11.6593  -0.0033  27.2074
Si  3.9088  -0.048  27.1178
Si  7.7659  -0.01  27.2756
Si  1.9935  1.3215  27.2726
Si  5.8348  1.3283  27.2026
Si  9.7046  1.3381  27.2037
Si  11.6004  5.4747  27.2283
Si  3.8547  5.4272  27.21
Si  7.7198  5.4641  27.2559
Si  1.946  6.8322  27.1813
Si  5.7678  6.8052  27.2599
Si  9.6622  6.82  27.2768
Si  1.9506  2.7276  29.1727
Si  5.799  2.7128  29.1404
Si  9.6853  2.7259  29.1418
Si  0.0157  4.0996  29.1586
Si  3.8733  4.0917  29.1641
Si  7.7355  4.082  29.17
Si  1.9492  8.1884  29.1387
Si  5.7961  8.1935  29.171
Si  9.6773  8.2065  29.185
Si  0.0164  9.5616  29.1485
Si  3.8777  9.5709  29.1191
Si  7.7375  9.5513  29.1863
Si  0  0  31.0965
Si  3.8672  0  31.0965
Si  7.7343  0  31.0965
Si  1.9336  1.3673  31.0965
Si  5.8008  1.3673  31.0965
Si  9.6679  1.3673  31.0965
Si  0  5.469  31.0965
Si  3.8672  5.469  31.0965
Si  7.7343  5.469  31.0965
Si  1.9336  6.8362  31.0965
Si  5.8008  6.8362  31.0965
Si  9.6679  6.8362  31.0965
Si  1.9336  2.7345  0.9679
Si  5.8008  2.7345  0.9679
Si  9.6679  2.7345  0.9679
Si  0  4.1018  0.9679
Si  3.8672  4.1018  0.9679
Si  7.7343  4.1018  0.9679
Si  1.9336  8.2035  0.9679
Si  5.8008  8.2035  0.9679
Si  9.6679  8.2035  0.9679
Si  0  9.5708  0.9679
Si  3.8672  9.5708  0.9679
Si  7.7343  9.5708  0.9679
Si  11.6021  0.0037  2.9493
Si  3.8219  -0.0029  2.9041
Si  7.7542  -0.003  2.8984
Si  1.9131  1.4063  2.9293
Si  5.7849  1.287  2.8142
Si  9.6681  1.3745  2.9138
Si  11.57  5.5117  2.8686
Si  3.8814  5.4985  2.9023
Si  7.7403  5.5133  2.8862
Si  1.9179  6.8297  2.888
Si  5.8144  6.8545  2.8855
Si  9.6722  6.9104  2.9791
Si  1.885  2.8935  4.7976
Si  5.7177  2.606  4.718
Si  9.5808  2.8028  4.8101
Si  11.4987  4.203  4.8091
Si  3.898  4.1156  4.8192
Si  7.5807  4.0174  4.7049
Si  1.8956  8.1726  4.825
Si  5.8249  8.2753  4.7722
Si  9.7009  8.2868  4.9678
Si  11.6455  9.6735  4.9847
Si  3.8297  9.4987  4.8013
Si  7.7668  9.6557  4.8878
Si  11.6952  0.3872  6.8182
Si  3.7969  -0.0432  6.6742
Si  7.8046  0.0549  6.889
Si  2.1389  1.5768  6.7081
Si  5.7631  1.2396  6.6558
Si  9.6854  1.5714  6.8186
Si  11.4944  5.5983  6.7341
Si  3.9332  5.4393  6.8076
As  7.6801  5.5546  6.5371
Si  1.9576  6.7274  6.7063
Si  5.7682  6.9614  6.7072
As  9.7447  7.2171  7.2343
O  10.8944  8.3213  8.2348
O  7.8541  9.8994  8.174
O  7.2326  4.6084  8.0487
O  3.4022  10.3848  8.2296
O  2.1884  7.6574  8.0451
O  4.0353  4.6049  8.259
O  9.7768  2.5115  8.2006
O  2.6663  2.379  8.1005
O  11.4354  4.5929  8.0452
O  5.4024  2.3693  7.8099
O  6.0625  7.8983  8.0492
O  11.5341  10.8773  8.4044
O  11.3065  10.0792  21.7899
O  3.2431  10.7669  21.4982
O  5.8127  7.7646  22.1342
O  4.2315  4.459  21.9286
O  7.691  9.7029  22.1688
O  10.2824  7.6901  22.1698
O  1.619  2.4203  22.1077
O  5.9675  2.4596  21.8775
O  8.4868  4.7393  22.1946
O  -0.0215  4.5002  21.9932
O  2.3822  7.4537  21.9541
O  9.1529  1.9142  21.8627
Si  2.1472  7.9573  9.6267
Si  5.0712  0.6119  17.6535
Si  2.5374  5.486  13.9802
Si  10.6849  3.8755  14.0299
Si  8.353  2.4365  15.2359
Si  9.5654  2.2739  20.3333
Si  10.5041  3.7165  9.0499
Si  0.1086  2.3623  11.5535
Si  11.0676  8.1691  15.3649
Si  5.2141  6.9705  13.9487
Si  5.8168  2.6717  11.1079
Si  8.5974  7.7006  19.3589
Si  8.1392  4.8783  20.6135
Si  5.9583  9.6282  15.1642
Si  2.1332  7.6608  20.3608
Si  1.9928  4.9168  18.7875
Si  4.5548  3.4742  17.9916
Si  8.5437  8.9679  16.7814
Si  0.8966  9.5652  13.351
Si  10.0082  10.7295  11.7888
Si  5.3759  3.7257  21.0071
Si  0.6487  5.5689  16.244
Si  11.2384  9.5212  9.2539
Si  6.5813  8.9079  21.2661
Si  7.1565  7.1304  11.4271
Si  2.7449  0.7681  12.1599
Si  10.8938  8.6818  21.0349
Si  6.0921  4.3553  15.5982
Si  7.1528  0.526  12.9581
Si  4.1139  2.9965  8.5886
Si  0.9369  6.8449  11.875
Si  6.7236  9.0539  9.0181
Si  0.6971  3.3116  21.1161
Si  9.8816  6.5345  12.838
Si  7.6825  4.5978  9.6167
Si  3.9945  10.1066  20.1925
Si  4.3116  3.0954  13.5012
Si  4.0239  10.0478  9.7128
Si  8.1004  0.8285  18.0053
O  11.6838  3.2212  12.9315
O  9.3131  4.6126  9.7305
O  8.8161  3.63  19.8439
O  4.0793  -0.0355  18.7789
O  11.4192  4.5428  15.3106
O  10.1371  9.8564  10.4132
O  3.8048  1.6074  13.0787
O  0.7293  9.0947  14.9053
O  6.5126  1.0089  18.3367
O  4.8139  3.1874  19.5831
O  6.3294  1.2427  11.7358
O  1.0681  9.1414  9.9653
O  5.7144  4.33  17.1982
O  8.4799  7.1217  12.3439
O  4.467  2.6557  10.1505
O  2.118  5.7391  15.5347
O  3.5376  0.0512  10.933
O  5.9455  7.242  12.5113
O  2.3691  6.3514  19.4425
O  0.7321  5.0041  17.7638
O  8.4748  10.7143  12.3453
O  5.6317  10.1646  9.5026
O  0.5938  8.1518  20.2118
O  9.8395  2.6421  14.6475
O  2.0723  10.6659  13.2164
O  9.98  9.1368  16.0597
O  6.1924  10.3959  13.7382
O  7.5398  1.6074  14.1063
O  1.6929  3.8941  19.9947
O  5.9296  5.8222  14.8896
O  7.3766  8.9866  15.6615
O  1.5696  1.6585  11.474
O  7.2759  8.3835  10.3886
O  4.3535  2.0232  17.2586
O  7.0909  3.2341  10.2825
O  11.5499  7.0272  16.4078
O  8.3386  10.1933  17.7938
O  3.6186  8.5033  10.0764
O  7.6467  3.8906  15.4587
O  3.2159  4.3686  17.8855
O  2.9599  3.9549  13.6935
O  1.3658  8.282  12.4857
O  1.2685  5.73  12.999
O  5.0236  8.3411  14.8186
O  11.1863  2.4247  20.3168
O  11.0351  10.1217  12.8942
O  5.3449  3.6412  12.3452
O  5.1441  3.2191  14.8911
O  6.5068  4.8352  20.5723
O  8.4693  1.6523  16.6544
O  10.4477  1.3324  11.5195
O  10.9401  6.7117  11.5988
O  3.2279  8.7296  19.8227
O  1.7597  6.6205  10.4849
O  7.18  8.2344  19.9316
O  8.5243  7.63  17.7267
O  3.7207  6.4908  13.5545
O  9.7257  4.9759  13.2895
O  5.5172  9.9965  20.7417
O  10.3883  7.4259  14.0906
O  8.7894  6.1932  19.9299
O  7.0384  5.8111  10.4891
O  5.2942  10.5809  16.3364
O  9.0688  1.1704  19.2603
O  11.5318  3.2681  10.2186
O  9.757  8.7357  19.8684

Results
free energy: -153091.761 eV
free energy less fixed offsets of As -4857.07, O -569.03, Si -635.61 eV per atom: -1.471 eV

Forces (eV/angstrom), in the order of the atoms: element, x, y, z
Si  0.0113  -0.0373  -0.0216
Si  -0.0409  -0.0562  -0.0018
Si  0.0487  -0.0474  -0.0628
Si  -0.0492  0.0338  -0.0347
Si  0.0803  0.0613  0.001
Si  -0.0319  0.0379  -0.0348
Si  -0.0756  -0.0297  -0.0418
Si  -0.0126  -0.0172  -0.0711
Si  0.0378  -0.0678  -0.0014
Si  -0.0017  0.068  0
Si  -0.0742  0.0428  -0.0325
Si  0.0339  0.022  -0.0788
Si  0.0082  -0.0573  -0.0071
Si  0.0444  -0.0689  -0.0201
Si  0.0151  -0.0878  -0.0205
Si  0.0119  0.0666  -0.0093
Si  -0.0002  0.0669  0.0197
Si  -0.0173  0.0872  -0.0057
Si  0.0037  -0.0922  0.0101
Si  -0.0242  -0.075  -0.0035
Si  0.0051  -0.0562  0.0006
Si  0.0375  0.0709  -0.0187
Si  0.0187  0.0989  -0.005
Si  -0.0062  0.0574  -0.0154
Si  -0.0157  -0.0516  0.0033
Si  -0.0204  -0.0447  0.01
Si  -0.0153  -0.0369  0.0004
Si  -0.0071  0.0449  0.0028
Si  -0.0186  0.0439  0.016
Si  -0.0188  0.0379  0.0109
Si  0.0156  -0.0468  0.0059
Si  0.003  -0.0416  -0.0043
Si  0.0143  -0.0449  0.0068
Si  0.025  0.0457  0.0125
Si  0.0032  0.0453  0.0037
Si  0.0001  0.0374  -0.0041
Si  0.0003  -0.0287  -0.0006
Si  -0.0003  -0.0283  0.0051
Si  -0.0013  -0.027  0.0107
Si  0.0017  0.0324  0.0102
Si  0.0038  0.0318  0.0058
Si  -0.0049  0.0266  0.0036
Si  0.0041  -0.0276  0.0091
Si  -0.0054  -0.0226  -0.0024
Si  0.0038  -0.0294  -0.006
Si  0.0034  0.0348  0.0103
Si  -0.0033  0.0329  0.0178
Si  -0.0005  0.029  -0.0025
Si  0.0348  -0.0174  -0.0714
Si  -0.0017  -0.0299  -0.2243
Si  -0.0274  0.0041  0.101
Si  0.0029  -0.0188  0.0835
Si  0.0087  0.0614  -0.1392
Si  0.0116  -0.0009  -0.1079
Si  0.022  -0.072  -0.0381
Si  0.0262  -0.0172  -0.0216
Si  -0.0114  -0.09  -0.0159
Si  0.0013  0.017  -0.0901
Si  -0.0326  -0.0183  0.0726
Si  0.0526  -0.0972  0.1496
Si  -0.0248  -0.0022  0.0704
Si  -0.0461  -0.0102  -0.2052
Si  0.0413  -0.0041  0.0361
Si  -0.0882  0.0811  -0.0667
Si  0.0125  0.0721  0.0955
Si  0.0854  0.1149  0.0409
Si  0.0323  0.0082  -0.0987
Si  0.0285  0.1142  -0.1071
Si  -0.0724  0.0276  0.2228
Si  0.0003  0.0923  0.247
Si  -0.1546  -0.0784  -0.025
Si  0.09  -0.0272  -0.025
Si  0.0217  -0.07  -0.0005
Si  -0.0254  -0.0427  0.0182
Si  0.004  -0.041  0.0056
Si  -0.0183  0.0236  -0.0156
Si  -0.0062  0.0599  0.0086
Si  -0.0093  0.0446  -0.0087
Si  -0.0232  -0.0593  -0.0205
Si  0.0108  -0.0363  -0.0191
Si  0.0026  -0.0593  -0.0154
Si  -0.0202  0.0535  -0.004
Si  -0.0425  0.0464  0.0072
Si  0.0183  0.0817  -0.0293
Si  0.0037  -0.0462  -0.02
Si  0.0789  -0.0686  -0.0155
Si  0.0617  -0.0571  0.0006
Si  0.0388  0.07  0.0279
Si  0.0501  0.0848  -0.0015
Si  -0.0562  0.0972  0.063
Si  -0.0069  -0.0613  0.0046
Si  0.0421  -0.0493  -0.0039
Si  0.015  -0.161  0.0022
Si  0.0011  0.1089  0.0238
Si  -0.0402  0.0542  -0.0078
Si  0.0147  0.0497  0.003
Si  -0.0261  -0.1307  0.001
Si  -0.0759  0.0042  0.0911
Si  0.0589  -0.036  0.0068
Si  0.0266  0.0139  0.035
Si  -0.1103  0.0633  -0.0216
Si  -0.0771  -0.0211  0.0587
Si  -0.1188  -0.1364  -0.0444
Si  0.0446  -0.0138  0.0266
As  0.2038  -0.0906  -0.0348
Si  0.0453  0.0358  0.0295
Si  -0.023  0.0171  0.0148
As  -0.2283  0.0572  -0.0127
O  0.2181  0.3497  0.159
O  -0.0388  0.0186  -0.0104
O  0.0487  0.0151  -0.0152
O  0.069  -0.0433  0.0171
O  -0.0335  0.0424  0.0609
O  0.0033  0.0092  -0.057
O  0.0107  0.021  -0.0075
O  -0.0003  0.0075  -0.0374
O  -0.0144  -0.0381  0.0246
O  -0.0106  0.0135  0.0129
O  -0.0766  0.0642  0.0297
O  0.0449  -0.0338  0.033
O  -0.0013  -0.0139  0.0337
O  0.0574  -0.0222  0.0015
O  0.0454  0.0262  0.0154
O  0.0302  -0.025  0.0103
O  -0.0433  -0.0076  0.0157
O  -0.0005  0.0387  0.0034
O  -0.0202  0.0235  0.0037
O  -0.034  0.001  0.028
O  -0.0404  -0.0063  -0.0018
O  0.0384  -0.0232  0.0215
O  -0.0314  0.0005  -0.0019
O  0.0403  0.0136  0.0028
Si  -0.0055  0.0157  0.0085
Si  -0.0002  -0.0006  -0.0041
Si  -0.0044  0.0004  0.0004
Si  -0.0009  -0.0007  0.0013
Si  0.0032  -0.0045  -0.005
Si  0.0026  -0.0001  -0.0113
Si  0.0213  0.0143  -0.0033
Si  0.0044  -0.0092  0.0171
Si  -0.0023  -0.0012  0.0036
Si  -0.0009  0.0047  -0.001
Si  -0.0416  -0.0194  0.0505
Si  -0.0038  -0.0014  -0.0187
Si  -0.0051  -0.003  0.005
Si  -0.0018  -0.0044  -0.0056
Si  0.0083  0.0128  -0.0121
Si  -0.0038  -0.0025  -0.0035
Si  0.0031  -0.0015  -0.0096
Si  0.0015  -0.0017  -0.0022
Si  0.0169  0.0019  0.0007
Si  -0.0267  0.0176  0.0186
Si  -0.0041  0.0218  -0.015
Si  -0.0003  0.0034  0.001
Si  0.0898  -0.2829  -0.1817
Si  -0.0103  0.0055  -0.0083
Si  -0.003  -0.0014  0.0382
Si  -0.0051  -0.0017  0.0195
Si  -0.0085  -0.02  -0.011
Si  0.0082  0.0016  0.0039
Si  0.003  -0.0132  0.0094
Si  -0.0031  -0.022  0.0284
Si  0.0016  -0.0068  -0.0017
Si  0.0257  0.0195  0.0471
Si  0.0145  -0.0133  -0.0076
Si  0.0017  0.0007  -0.0072
Si  -0.0298  0.0188  0.0511
Si  0.0125  0.0003  -0.0075
Si  0.0018  0.0008  0.0054
Si  -0.0085  -0.0144  0.0042
Si  -0.0086  -0.0104  0
O  -0.014  -0.0008  -0.0115
O  -0.0218  -0.0122  -0.0221
O  -0.0016  -0.0037  0.0196
O  0.016  -0.0044  0.004
O  0.0022  0.0134  -0.0016
O  -0.0821  0.0061  0.0358
O  0.0001  0.0092  -0.016
O  -0.0153  -0.0133  -0.0046
O  0.0006  -0.0105  -0.0238
O  -0.0023  0.0127  0.0169
O  0.0002  -0.0063  0.0121
O  -0.0786  -0.0289  -0.0883
O  -0.0159  -0.0211  -0.0156
O  0.0175  -0.0091  0.003
O  -0.0129  0.0207  -0.0409
O  -0.0235  -0.0015  -0.0197
O  0.0086  -0.0179  -0.0122
O  0.0036  -0.0054  0.0071
O  -0.019  -0.0042  0.0094
O  0.0254  0.0011  0.0084
O  -0.0008  0.0233  0.007
O  -0.0097  -0.023  0.0106
O  0.0284  -0.0044  0.0344
O  -0.0205  0.0151  0.0055
O  -0.0148  0.0011  -0.0217
O  -0.0104  -0.0222  -0.0005
O  0.0075  -0.0014  0.0118
O  0.0209  0.0024  0.0055
O  -0.015  0.019  -0.0001
O  -0.0135  -0.0063  -0.0062
O  -0.0067  0.0163  0.0107
O  -0.0148  0.0009  0.0121
O  -0.0106  0.0302  -0.0533
O  0.0181  0.0138  0.0195
O  0.0513  0.0443  -0.0486
O  0.0094  -0.0049  -0.0237
O  -0.0051  0.0038  -0.023
O  -0.0093  0.0424  -0.0274
O  -0.0145  -0.0213  -0.0048
O  0.0028  -0.0112  0.0292
O  0.0196  0.0119  0.0091
O  -0.0117  -0.0191  0.0065
O  0.0118  0.0201  0.0025
O  0.0161  -0.0067  -0.0067
O  -0.0048  0.0211  0.0204
O  0.0186  -0.0102  0.0019
O  -0.0099  -0.0319  -0.0008
O  0.0047  0.0245  -0.0031
O  0.0032  -0.0289  0
O  -0.0154  -0.0019  -0.0054
O  0.0167  0.0035  -0.0015
O  -0.0044  -0.0036  0.0438
O  -0.0277  -0.0194  0.0287
O  0.0041  0.0224  0.0096
O  0.0153  0.0056  0.0195
O  0.0034  0.0199  0.0243
O  -0.0041  -0.0168  0.0124
O  0.0275  0.0063  0.0114
O  0.0003  -0.03  -0.0098
O  0.0119  -0.0088  0.0027
O  -0.0038  0.0088  0.0028
O  0.0245  -0.0662  -0.0335
O  0.0142  0.0003  0.0048
O  0.0057  0.0199  0.0138
O  -0.0094  -0.0067  -0.0068
O  -0.0082  -0.0208  0.0129

The program warned: the cutoff lies below the one the program advises for these potential files; the exchange-correlation potential is rough where the density is thin.
